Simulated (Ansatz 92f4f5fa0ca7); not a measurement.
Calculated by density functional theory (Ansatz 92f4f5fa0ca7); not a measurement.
Periodic cell of 192 atoms, Si128O64, from a study of silicon, its oxide and their interface. The atomic structure is a simulated model.
This geometry differs little from another in the collection (a relaxation step or a small displacement).

Settings
functional: r2SCAN
potential files: Ansatz PAW
basis: plane waves
wave-function cutoff: 800 eV
density cutoff ratio: 5
exchange-correlation grid ratio: 1
k mesh: 1 x 1 x 1, shifted by 0.5 0.5 0 of a step
self-consistency stop: 1e-10 eV per atom in the density residual
occupations: fixed
spin: none
net charge: 0

Cell vectors (angstrom)
a	10.88	0	0
b	0	10.88	0
c	5.2363	-0.2075	29.9364

Atoms: element, x, y, z (angstrom)
Si	1.6141	-1.6101	0.0245
Si	4.3742	1.1259	0.1471
Si	1.1032	4.3328	0.0393
Si	3.8268	-3.8232	0.0255
Si	-4.3158	-1.0653	0.1479
Si	-1.6582	1.5947	0.1542
Si	7.0322	3.7805	0.1538
Si	-1.1087	-4.3361	0.0375
Si	2.7419	-0.0361	1.3642
Si	5.4876	2.6678	1.5026
Si	2.6937	-5.4091	1.3542
Si	5.3997	-2.6946	1.365
Si	-2.772	0.0487	1.5011
Si	-0.0292	2.7557	1.3717
Si	8.1917	5.4123	1.3687
Si	0.0273	-2.7438	1.3527
Si	1.3564	1.3579	2.6736
Si	4.0667	4.0932	2.7048
Si	1.3596	-4.0762	2.7768
Si	4.0685	-1.3676	2.7891
Si	6.7982	1.3579	2.9179
Si	9.5201	4.0841	2.7938
Si	6.794	6.7983	2.6706
Si	-1.3482	-1.371	2.7062
Si	0.0082	0.0024	4.065
Si	2.7077	2.717	4.0541
Si	-0.0003	5.4438	4.1236
Si	2.714	-2.7221	4.1355
Si	5.4129	-0.0267	4.1707
Si	8.1806	2.7399	4.1816
Si	5.4404	5.4487	4.0618
Si	8.1532	-2.7321	4.0516
Si	1.3491	-1.3629	10.8459
Si	4.0906	1.352	10.9097
Si	1.3533	4.0883	10.908
Si	4.0463	-4.0976	10.8196
Si	6.8032	-1.3475	10.9078
Si	-1.3637	1.3483	10.8487
Si	6.783	4.0456	10.8222
Si	-1.3468	6.8024	10.9051
Si	2.6836	-0.0136	12.2214
Si	5.4758	2.7155	12.2517
Si	2.716	5.4758	12.2496
Si	5.3816	-2.7433	12.1658
Si	-2.6828	0.0179	12.2605
Si	-0.0116	2.6825	12.2217
Si	8.1385	5.3824	12.1657
Si	0.0171	-2.6814	12.2576
Si	1.3322	1.3306	13.6137
Si	4.0918	4.0924	13.5621
Si	1.3701	-4.0231	13.6274
Si	4.0101	-1.4172	13.5401
Si	-4.0236	1.3713	13.63
Si	-1.4156	4.0103	13.5395
Si	6.7532	-4.1272	13.4483
Si	-1.3053	-1.3055	13.6485
Si	0.0234	0.0238	15.1458
Si	2.7366	2.7378	14.8902
Si	-0.0588	-5.4454	14.7946
Si	2.6813	-2.6761	15.0849
Si	5.4326	-0.058	14.795
Si	-2.6752	2.6829	15.0846
Si	5.4416	5.4407	14.9126
Si	-2.758	-2.7569	14.7451
Si	1.6853	-1.0006	16.5057
Si	3.9666	1.1537	16.1013
Si	1.153	3.9691	16.1009
Si	4.3396	-3.8456	16.2435
Si	6.575	-1.6439	16.0607
Si	-1.0008	1.6875	16.5042
Si	-3.8443	4.3402	16.245
Si	-1.6451	-4.303	16.0606
Si	1.3398	1.3824	-4.2382
Si	-2.5732	0.2628	21.159
Si	6.821	-4.0985	-4.2367
Si	-0.503	1.5973	19.4877
Si	-1.6245	-3.7599	18.9004
Si	2.4654	-5.1683	-7.292
Si	0.2624	-2.5699	21.1588
Si	0.2681	-2.9704	-7.2891
Si	4.4505	-3.0583	-6.088
Si	7.1141	-1.626	18.9022
Si	2.974	5.2074	18.2863
Si	4.5962	-1.103	20.469
Si	5.2077	2.9726	18.2866
Si	3.0075	2.9633	-2.0834
Si	1.5943	-0.5009	19.4892
Si	1.7259	-5.1049	21.1623
Si	-2.4784	-2.4315	-2.0833
Si	0.3558	3.6398	-6.2467
Si	2.3826	-0.9867	-6.0886
Si	-1.099	4.6008	20.4667
Si	5.2026	5.147	-2.0844
Si	-0.2936	-0.2337	-2.0854
Si	5.7709	1.7228	21.163
Si	-1.801	-5.0796	-6.2441
Si	1.3487	-1.3473	5.4625
Si	4.0481	1.368	5.458
Si	1.3626	4.0653	5.4443
Si	4.0911	6.7903	5.4574
Si	6.8073	-1.3934	5.4576
Si	-1.334	1.3461	5.4752
Si	6.7835	4.1047	5.4706
Si	-1.3811	-4.0759	5.4444
Si	2.7081	0.0109	6.8265
Si	5.4219	2.7199	6.8022
Si	2.7204	5.4236	6.7972
Si	5.4494	-2.7358	6.8234
Si	-2.7191	-0.0219	6.8026
Si	0.0197	2.716	6.8257
Si	-2.7282	-5.4254	6.8228
Si	-0.0241	-2.7183	6.7983
Si	1.3669	1.3662	8.1963
Si	4.0633	4.0647	8.1616
Si	1.345	6.7904	8.1345
Si	4.0855	-1.3585	8.1619
Si	6.7902	1.3457	8.1388
Si	-1.3587	4.0826	8.1619
Si	6.8011	-4.0806	8.1923
Si	-1.3745	-1.3743	8.1705
Si	-0.0121	-0.01	9.5028
Si	2.7279	2.7248	9.56
Si	0.0025	5.4436	9.5272
Si	2.6986	-2.7244	9.481
Si	5.445	0.001	9.5295
Si	8.1562	2.6984	9.4838
Si	5.4223	5.4196	9.4968
Si	8.1579	-2.7211	9.5547
O	5.5427	2.4119	19.7348
O	2.4399	2.1557	-3.352
O	2.8609	0.1237	16.7125
O	5.4942	-2.7503	16.6097
O	0.2441	5.1205	21.22
O	6.4619	3.788	17.6734
O	0.2483	0.5942	-3.3533
O	3.7562	1.8926	-1.1441
O	5.4662	0.027	-0.4078
O	-0.8414	-3.7797	-6.4299
O	1.554	-3.5151	21.3702
O	3.7903	-4.4193	17.6726
O	5.5385	-1.5628	19.2366
O	0.951	-0.9248	-1.3074
O	-1.3407	-1.378	-2.5548
O	-0.0003	5.4404	-0.4838
O	7.3283	-1.6895	-1.1417
O	7.3603	1.5525	21.3761
O	0.1219	2.8644	16.712
O	-1.124	0.8119	20.7538
O	6.2592	4.3986	-1.1316
O	3.4896	-1.9494	-5.4022
O	1.7729	3.6522	-1.2899
O	1.0425	1.0447	19.3543
O	-1.2867	1.2692	18.0744
O	5.1186	0.2404	21.2196
O	6.0343	-5.1883	-3.3485
O	1.2661	-1.2853	18.0761
O	2.0639	0.2718	-5.1541
O	-1.5536	-5.3354	19.2338
O	3.1605	-0.702	19.8406
O	8.1303	-5.3846	16.6122
O	7.9368	-4.8227	-5.1465
O	7.3165	-1.0567	17.394
O	1.0493	-1.8675	-6.3898
O	7.7621	-3.1174	19.0099
O	-1.0362	0.8268	-1.1324
O	5.0105	-2.4066	-7.456
O	-0.8977	4.5447	-5.7868
O	0.6171	2.4982	-5.1493
O	4.5113	-4.4897	-1.3047
O	3.567	-4.3899	-6.3886
O	4.8596	1.725	17.3302
O	5.7091	-3.378	-5.154
O	1.3791	-4.0561	-7.8505
O	7.8516	-0.6462	19.9192
O	7.5945	-2.9959	-3.3537
O	-1.7854	-3.6666	-1.2939
O	-0.0435	2.9073	-7.6393
O	-0.701	3.1638	19.8392
O	-2.3554	4.6864	21.498
O	-0.6475	-3.0195	19.9176
O	3.0353	-0.4266	-7.4561
O	-2.5324	5.408	-7.6391
O	2.4149	-5.3357	19.7345
O	4.6808	-2.3568	21.5034
O	2.7166	-2.7207	-0.4952
O	8.1309	2.6914	-0.4057
O	-1.0574	-3.5571	17.3915
O	1.6558	4.5983	-6.4382
O	3.9238	3.923	18.3629
O	0.8095	-1.1187	20.7577
O	1.7259	4.8605	17.3301
O	4.0571	4.1032	-2.5586

Results
free energy: -118378.543 eV
free energy less fixed offsets of O -570.45, Si -639.56 eV per atom: -6.063 eV

Forces (eV/angstrom), in the order of the atoms: element, x, y, z
Si	-0.0099	0.0095	-0.053
Si	-0.009	0.0125	-0.0511
Si	0.0098	-0.0094	-0.0527
Si	0.0092	-0.0097	-0.0528
Si	0.0123	-0.0088	-0.0511
Si	0.0097	-0.0129	-0.052
Si	-0.0122	0.0092	-0.0513
Si	-0.0095	0.0102	-0.0528
Si	0.0007	-0.0008	0.0024
Si	0.0009	-0.0012	0.0046
Si	-0.0013	0.0014	0.004
Si	-0.0011	0.0005	0.0025
Si	-0.0011	0.0006	0.0042
Si	-0.0013	0.0005	0.002
Si	0.0008	-0.0009	0.0021
Si	0.0014	-0.0012	0.0039
Si	-0.0001	-0.0002	-0.0014
Si	-0.0002	0.0004	-0.0009
Si	0.0002	0.0002	-0.0019
Si	0.0005	0.0001	-0.0011
Si	0	0.0002	-0.0004
Si	0	-0.0002	-0.0008
Si	-0.0004	0	-0.0013
Si	0.0002	-0.0006	-0.0008
Si	-0.0001	-0.0001	0.0001
Si	-0.0001	0.0003	0.0005
Si	-0.0005	-0.0002	0.0015
Si	-0.0002	0.0002	0.0014
Si	-0.0004	-0.0004	-0.0002
Si	0.0006	0.0008	0
Si	-0.0002	-0.0001	0.0003
Si	0	0.0001	0.0006
Si	-0.0002	-0.0002	0.0005
Si	-0.0003	-0.0005	0.0007
Si	-0.0006	-0.0005	0.0007
Si	-0.0003	0.0005	0.0005
Si	-0.0005	-0.0007	0.0009
Si	-0.0001	0.0002	0.0005
Si	-0.0003	0.0002	0.0006
Si	-0.0003	-0.0005	0.0009
Si	-0.0001	-0.001	0.0002
Si	0.0004	0.0004	0.0004
Si	0.0009	0.0005	0.0002
Si	-0.0009	-0.0007	-0.0004
Si	0.0006	0.0002	0.0002
Si	-0.0008	0.0006	0
Si	-0.0007	-0.0009	-0.0005
Si	0.0011	0.0006	0.0001
Si	0.0002	-0.0001	0.0007
Si	-0.0004	-0.0005	-0.0002
Si	-0.0017	0.0001	-0.0013
Si	0	0.0015	-0.0003
Si	0.0003	-0.0017	-0.0013
Si	0.0011	0.0004	-0.0003
Si	0.0004	0.0004	-0.0008
Si	0	0.0001	-0.0015
Si	-0.0011	-0.0008	0.0063
Si	0.0022	0.002	0.0059
Si	0.0011	0.0001	0.0026
Si	-0.0005	-0.0013	0.0041
Si	0.0008	0.0021	0.0023
Si	-0.0011	-0.0013	0.0041
Si	-0.0011	-0.0014	0.0049
Si	0.0007	0.0007	0.0052
Si	0.0058	0.0009	-0.0711
Si	-0.0095	-0.0042	-0.0464
Si	-0.0034	-0.0086	-0.0468
Si	0.0044	0.0041	-0.053
Si	-0.0086	-0.0081	-0.0588
Si	0.001	0.0055	-0.071
Si	0.0046	0.003	-0.0529
Si	-0.0077	-0.0094	-0.0582
Si	0.0009	-0.0014	-0.1786
Si	0.017	0.0157	-0.136
Si	-0.0028	0.0005	-0.1791
Si	0.0029	-0.008	-0.1253
Si	-0.0064	0.0059	-0.1259
Si	0.0162	-0.0123	-0.1161
Si	0.0168	0.0172	-0.1358
Si	-0.0106	0.0157	-0.1158
Si	-0.0219	0.0128	-0.1453
Si	0.0018	-0.0073	-0.1255
Si	0.0094	0.0019	-0.1215
Si	-0.0137	0.0167	-0.1212
Si	0.0028	0.0078	-0.1216
Si	-0.0094	-0.0131	-0.1328
Si	-0.0077	0.0033	-0.1257
Si	-0.0113	0.0069	-0.1456
Si	-0.0135	-0.0085	-0.1329
Si	-0.0026	0.0181	-0.1405
Si	0.014	-0.0239	-0.1452
Si	0.0167	-0.0137	-0.1211
Si	0.0142	0.0092	-0.1334
Si	0.009	0.015	-0.1341
Si	0.0055	-0.013	-0.1461
Si	0.0187	-0.0044	-0.1404
Si	0.0001	0	-0.0005
Si	-0.0005	0.0003	-0.0001
Si	0.0003	0	0.0003
Si	0	0	-0.0002
Si	0.0004	-0.0004	-0.0003
Si	0.0001	-0.0004	-0.0007
Si	-0.0004	0.0002	-0.0005
Si	0	0.0001	0.0004
Si	0.0001	0	0.0006
Si	0	0.0002	-0.0002
Si	-0.0005	-0.0001	-0.0001
Si	-0.0003	-0.0001	0.0006
Si	-0.0002	0	0
Si	-0.0001	0.0002	0.0007
Si	0	0.0002	0.0005
Si	0.0003	0.0002	-0.0002
Si	-0.0002	0.0001	0.0002
Si	-0.0004	0.0004	0.0003
Si	-0.0006	0.0001	0.0009
Si	-0.0002	0.0002	0.0006
Si	-0.0004	-0.0002	0.0009
Si	0.0003	0	0.0005
Si	-0.0003	0	0.0003
Si	-0.0006	0	0.0002
Si	0.0005	0.0001	0.0004
Si	0	-0.0004	0.0006
Si	0.0003	-0.0002	0.0004
Si	0.0004	-0.0001	0.0004
Si	0.0002	0	0.0005
Si	0.0001	0.0003	0.0002
Si	0	0.0002	0.0006
Si	0.0005	0	0.0007
O	0.0121	-0.0283	0.1054
O	0.0354	0.0326	0.0924
O	-0.0046	-0.0053	0.0302
O	0.0029	0.0031	0.0296
O	0.0135	0.0076	0.0456
O	-0.023	-0.0178	0.0615
O	-0.0347	-0.034	0.0936
O	0.0224	-0.026	0.0667
O	-0.0004	-0.0004	0.0247
O	-0.0172	-0.0165	0.0505
O	0.0024	-0.0099	0.0331
O	-0.0181	-0.023	0.0615
O	-0.0254	0.0071	0.0611
O	0.0248	-0.0224	0.0657
O	-0.0005	0.0014	0.0463
O	-0.0003	-0.0002	0.0265
O	-0.0259	0.022	0.0661
O	-0.0089	0.003	0.0352
O	-0.0047	-0.0047	0.0307
O	-0.0267	-0.0143	0.0598
O	0.0253	-0.0215	0.0665
O	0.0025	0.003	0.0496
O	-0.0249	0.0229	0.0654
O	-0.0006	-0.0007	0.038
O	0.0102	0.0004	0.0949
O	0.0098	0.0139	0.0453
O	-0.0324	-0.0326	0.0913
O	-0.0001	0.0122	0.095
O	-0.0228	0.049	0.0892
O	0.007	-0.0221	0.0607
O	0.0311	-0.0073	0.0472
O	0.0026	0.0042	0.0298
O	-0.0449	0.0201	0.0903
O	0.008	-0.0004	0.0886
O	0.0178	0.0181	0.0529
O	-0.0015	-0.0005	0.0418
O	-0.0215	0.0248	0.0666
O	-0.0297	-0.0185	0.0996
O	-0.0027	-0.0027	0.0442
O	0.0212	-0.0455	0.0908
O	-0.0225	0.0253	0.0663
O	0.0193	0.0181	0.0528
O	0.0157	0.0208	0.0622
O	0.0496	-0.0246	0.0906
O	-0.0014	-0.0013	0.0427
O	0.0093	0.0265	0.0737
O	0.0329	0.0356	0.0929
O	0.0228	-0.0254	0.0653
O	-0.0004	0.034	0.0927
O	-0.0087	0.0302	0.0478
O	-0.0395	0.0199	0.0761
O	0.0285	0.0106	0.0729
O	-0.0186	-0.0299	0.0993
O	0.0338	0.0008	0.0933
O	-0.0271	0.0104	0.1062
O	0.0201	-0.0402	0.0763
O	0.0002	0.0001	0.0272
O	0.0006	0.0003	0.0244
O	0.0003	0.008	0.0883
O	-0.016	-0.018	0.0503
O	0.0002	-0.0008	0.022
O	-0.0162	-0.029	0.0587
O	0.0232	0.0181	0.0621
O	0.0011	-0.0004	0.0464

The program warned: the cutoff lies below the one the program advises for these potential files; the forces do not sum to zero within the program's tolerance; empty levels may hold ghost states of the PAW files; the exchange-correlation potential is rough where the density is thin.
